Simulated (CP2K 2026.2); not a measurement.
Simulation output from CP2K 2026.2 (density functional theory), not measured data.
Periodic cell of 504 atoms, Si360O144, from a study of silicon, its oxide and their interface. The atomic structure is a simulated model.
Doubt: the forces sum to 1.99 eV/angstrom along one axis rather than to zero, so they err by at least 0.0040 eV/angstrom per atom on average; the grid cutoff is modest.

Settings: functional PBE; method Gaussian and plane waves; basis set DZVP-MOLOPT-SR-GTH; pseudopotentials GTH-PBE; grid cutoff 350 Ry, relative cutoff 50 Ry; k points Gamma only; occupations fixed; spin none; net charge 0.

Cell vectors (angstrom)
a	16.32	0	0
b	0	16.32	0
c	2.8446	3.1181	33.2785

Atoms and the computed forces on them: element, x, y, z (angstrom), force x, y, z (eV/angstrom)
Si	1.027	15.1	0.119	0.263	-0.055	0.721
Si	3.745	1.696	0.121	0.196	-0.279	0.729
Si	1.538	3.957	0.182	-0.283	0.137	0.7
Si	7.075	9.579	33.213	-0.031	0.224	0.665
Si	1.078	9.789	0.089	0.135	-0.066	0.737
Si	4.236	12.128	0.092	-0.219	0.203	0.762
Si	10.032	17.815	33.162	-0.187	0.212	0.755
Si	9.955	1.138	0.13	-0.139	-0.016	0.684
Si	9.381	7.399	33.2	0.133	-0.127	0.689
Si	12.616	9.538	33.175	-0.175	0.226	0.669
Si	9.234	12.916	33.246	0.343	-0.234	0.697
Si	12.213	15.493	33.051	0.277	-0.174	0.662
Si	12.255	15.364	0.103	-0.1	-0.317	0.561
Si	15.183	1.056	0.143	-0.058	0.25	0.736
Si	12.078	4.341	0.309	0.003	-0.066	0.694
Si	14.735	6.934	0.358	0.206	-0.071	0.78
Si	12.476	9.071	0.173	-0.115	0.323	0.757
Si	18.073	15.173	33.276	-0.287	0.08	0.726
Si	2.683	16.297	1.31	-0.025	0.014	-0.044
Si	5.439	2.742	1.341	-0.019	0.011	-0.062
Si	2.769	5.44	1.457	0.016	-0.002	-0.03
Si	5.347	8.128	1.253	0.003	-0.015	-0.037
Si	2.678	10.922	1.381	0.005	0.021	-0.038
Si	5.512	13.687	1.261	0.018	-0.02	-0.05
Si	8.275	16.269	1.276	0.004	-0.004	-0.063
Si	10.94	2.717	1.525	0.005	0.002	-0.024
Si	8.128	5.409	1.258	-0.017	-0.019	-0.06
Si	10.806	8.016	1.374	-0.006	-0.026	-0.083
Si	8.171	10.844	1.156	-0.005	0.018	-0.057
Si	10.98	13.584	1.106	-0.008	0.032	-0.026
Si	13.639	16.409	1.615	0.01	-0.006	-0.039
Si	16.273	2.731	1.387	0.001	-0.009	-0.015
Si	13.539	5.481	1.689	-0.001	-0.012	-0.041
Si	16.336	8.203	1.461	0.004	0.005	-0.055
Si	13.601	10.855	1.25	0.031	-0.034	-0.057
Si	16.255	13.57	1.485	-0.015	0.002	-0.072
Si	1.344	1.348	2.73	0.001	0.006	0.043
Si	4.121	4.068	2.79	-0.003	-0.025	0.032
Si	1.396	6.826	2.762	-0.007	0.006	0
Si	4.026	9.481	2.681	-0.002	0.003	0.024
Si	1.369	12.264	2.789	0.001	-0.005	0.021
Si	4.114	14.99	2.648	-0.026	-0.025	0
Si	6.841	1.322	2.612	0.017	0.013	-0.01
Si	9.444	4.063	2.727	-0.006	0.029	0.017
Si	6.802	6.831	2.622	-0.02	-0.015	0.004
Si	9.473	9.499	2.609	0.006	0.018	0.013
Si	6.844	12.236	2.598	0.01	-0.014	0.041
Si	9.618	14.89	2.625	0.021	-0.009	0.026
Si	12.293	1.44	2.924	-0.002	0.007	0.036
Si	14.957	4.043	2.831	0.012	-0.01	0.016
Si	12.13	6.824	2.919	-0.008	0.032	0.049
Si	14.926	9.559	2.755	-0.007	0.011	0.039
Si	12.24	12.231	2.591	0.015	0.019	-0.015
Si	14.922	14.916	2.855	0.01	0.005	0.034
Si	16.333	16.307	4.128	-0.008	0.031	-0.024
Si	2.723	2.697	4.098	0.012	0.005	-0.01
Si	16.346	5.445	4.104	0.006	0.002	-0.009
Si	2.727	8.17	4.127	0.006	0.012	0.017
Si	16.31	10.891	4.117	-0.015	-0.01	-0.013
Si	2.772	13.633	4.064	0.001	0.004	0.012
Si	5.465	16.331	4.019	0.008	0.018	-0.003
Si	8.123	2.682	4.064	0.004	-0.002	0.009
Si	5.487	5.47	4.067	-0.004	0.007	-0.001
Si	8.135	8.175	4.026	-0.006	-0.026	0.007
Si	5.452	10.876	3.977	-0.001	0.007	-0.011
Si	8.203	13.575	4	0.01	0.005	-0.022
Si	10.886	16.281	4.084	-0.01	-0.02	-0.017
Si	13.639	2.755	4.259	0.001	0	0.029
Si	10.786	5.402	4.161	0.005	-0.029	-0.008
Si	13.57	8.211	4.144	-0.01	0.01	-0.008
Si	10.864	10.874	3.967	0.008	-0.017	-0.008
Si	13.533	13.538	4.102	-0.004	-0.009	0.018
Si	17.647	14.96	16.347	-0.009	-0.001	-0.01
Si	4.068	17.665	16.33	-0.018	0.001	-0.006
Si	17.685	4.059	16.311	-0.003	-0.005	-0.012
Si	4.078	6.818	16.289	0.007	0.008	-0.018
Si	17.679	9.536	16.34	0.001	0.002	-0.007
Si	4.065	12.215	16.36	0.003	-0.002	0.006
Si	6.779	14.938	16.333	-0.017	-0.004	-0.01
Si	9.544	17.676	16.31	0	0.009	-0.009
Si	6.805	4.062	16.269	0.006	0.001	-0.01
Si	9.559	6.812	16.257	0.005	-0.007	-0.017
Si	6.783	9.546	16.311	0.005	-0.016	-0.004
Si	9.506	12.259	16.342	0.009	-0.006	-0.004
Si	12.245	14.965	16.355	0.002	-0.006	-0.013
Si	14.967	17.665	16.339	-0.01	0.012	-0.009
Si	12.274	4.076	16.275	0.004	-0.003	-0.015
Si	14.979	6.795	16.305	0.001	0.014	-0.01
Si	12.234	9.535	16.29	0.003	0.01	-0.008
Si	14.976	12.266	16.341	0.005	-0.003	-0.01
Si	2.658	16.344	17.693	0	0.004	0.001
Si	5.461	2.705	17.653	0.003	-0.001	-0.015
Si	2.744	5.43	17.63	-0.011	0.002	-0.003
Si	5.407	8.196	17.655	-0.011	-0.013	0.021
Si	2.699	10.872	17.753	-0.005	-0.006	0.007
Si	5.415	13.583	17.715	0	0.016	0.014
Si	8.156	16.318	17.645	0.015	0	-0.019
Si	10.971	2.686	17.638	0.003	-0.001	0.005
Si	8.213	5.42	17.558	0.008	-0.005	-0.003
Si	10.89	8.172	17.65	0.003	-0.01	0.01
Si	8.129	10.901	17.69	-0.015	0.015	0.008
Si	10.846	13.636	17.714	-0.009	0.009	0.005
Si	13.649	16.281	17.728	-0.002	0	-0.015
Si	16.315	2.721	17.691	0.016	-0.008	0.011
Si	13.58	5.469	17.646	0.009	-0.001	-0.013
Si	16.354	8.128	17.674	-0.016	-0.007	0.004
Si	13.593	10.892	17.64	0	-0.001	0.01
Si	16.31	13.617	17.76	-0.014	0.006	-0.015
Si	17.646	17.703	19.112	-0.003	-0.02	-0.05
Si	4.115	4.088	18.978	0.003	-0.001	-0.006
Si	17.752	6.766	19.032	-0.005	0.016	-0.034
Si	4.036	9.48	19.121	-0.025	-0.026	-0.02
Si	17.651	12.249	19.124	0.029	-0.026	0.001
Si	3.995	14.951	19.017	-0.021	-0.004	-0.021
Si	6.824	17.667	19.008	0.001	0.007	-0.007
Si	9.611	4.09	18.902	-0.011	0.02	-0.057
Si	6.85	6.8	18.856	0.015	-0.005	-0.045
Si	9.516	9.524	18.992	-0.013	0.005	-0.007
Si	6.773	12.231	19.105	-0.002	0.005	-0.014
Si	9.45	15.001	19.083	0.018	-0.015	-0.02
Si	12.295	17.637	19.06	-0.016	0.026	-0.019
Si	14.943	4.126	18.986	-0.019	-0.001	-0.024
Si	12.239	6.827	19.033	0.003	-0.004	-0.01
Si	14.916	9.467	18.96	-0.007	0	-0.046
Si	12.261	12.278	19.007	0.02	-0.003	-0.047
Si	14.987	14.971	19.19	0.001	-0.003	-0.009
Si	16.323	16.348	20.606	0.013	0.033	0.074
Si	2.736	2.819	20.373	-0.014	-0.005	0.052
Si	16.303	5.477	20.338	-0.007	0.026	0.044
Si	2.788	7.997	20.527	0.045	-0.009	0.046
Si	16.262	10.781	20.329	0	-0.025	0.061
Si	2.658	13.645	20.509	0.008	0.029	0.05
Si	5.379	16.338	20.306	-0.006	-0.007	0.04
Si	8.313	2.689	20.233	0.034	-0.01	0.051
Si	5.591	5.402	20.222	-0.01	0.023	0.076
Si	8.13	8.143	20.276	-0.02	-0.015	0.065
Si	5.369	10.885	20.469	0.006	0.002	0.03
Si	8.078	13.655	20.484	-0.026	0.002	0.034
Si	10.882	16.313	20.433	0.008	-0.015	0.038
Si	13.648	2.748	20.363	0.003	-0.011	0.038
Si	10.856	5.481	20.346	-0.013	-0.022	0.052
Si	13.585	8.161	20.419	0.006	0.015	0.05
Si	10.874	10.904	20.299	-0.002	0.006	0.043
Si	13.585	13.588	20.493	-0.015	-0.01	0.072
Si	18.012	15.312	21.926	-0.331	-0.281	-0.724
Si	3.904	17.58	21.641	0.191	0.175	-0.79
Si	17.495	3.995	21.676	0.185	0.154	-0.657
Si	4.588	6.85	21.725	-0.406	-0.08	-0.646
Si	17.425	9.207	21.635	0.134	0.033	-0.771
Si	4.202	12.459	21.811	-0.148	-0.21	-0.726
Si	6.357	14.76	21.719	0.238	0.009	-0.723
Si	9.833	17.982	21.704	-0.201	-0.261	-0.669
Si	7.197	4.25	21.486	-0.117	-0.002	-0.721
Si	9.225	6.593	21.643	0.187	0.117	-0.76
Si	6.581	9.261	21.63	0.081	0.156	-0.781
Si	9.73	12.45	21.623	-0.199	-0.097	-0.791
Si	11.928	14.701	21.777	0.263	0.157	-0.707
Si	15.237	18.079	21.801	-0.218	-0.287	-0.68
Si	12.056	3.921	21.593	0.174	0.176	-0.734
Si	15.201	7.029	21.715	-0.171	-0.138	-0.746
Si	12.366	9.737	21.673	-0.134	-0.19	-0.751
Si	14.66	11.86	21.669	0.119	0.151	-0.768
Si	17.09	6.959	26.299	0.112	0.082	-0.071
Si	8.385	12.144	30.507	0.025	-0.066	0.002
Si	18.078	15.26	25.019	0.106	0.098	-0.118
Si	15.851	11.781	24.462	0.012	-0.051	-0.092
Si	18.891	8.291	31.341	0.029	-0.01	0.136
Si	9.174	15.673	25.928	0.14	0.078	-0.019
Si	4.685	5.36	24.572	0.155	-0.047	-0.213
Si	11.669	6.273	25.747	0.073	-0.01	-0.143
Si	12.254	17.941	25.915	-0.111	-0.039	-0.071
Si	14.673	9.632	28.951	0.097	0.045	0.05
Si	2.454	17.791	28.691	0.018	0.055	0.155
Si	13.764	13.219	26.328	-0.045	-0.037	-0.105
Si	11.881	9.906	30.082	0.019	0.016	0.139
Si	16.896	17.216	31.159	0.125	0.024	-0.001
Si	9.004	13.479	27.852	-0.006	-0.029	-0.018
Si	3.681	15.046	28.958	0.04	0.073	-0.033
Si	6.955	6.77	26.117	0.125	0.012	0.101
Si	16.79	6.061	31.397	0.084	-0.022	0.171
Si	13.853	5.181	23.876	-0.02	-0.05	-0.099
Si	12.613	18.934	28.717	0.028	-0.005	0.089
Si	9.637	18.285	24.631	-0.029	-0.064	-0.073
Si	2.401	9.442	26.456	-0.125	-0.093	-0.005
Si	6.504	16.117	24.567	-0.029	0.062	-0.054
Si	9.066	4.64	25.651	-0.087	0.083	0.024
Si	8.376	10.646	23.834	0.053	-0.079	-0.084
Si	15.594	6.779	28.883	-0.06	0.07	0.045
Si	17.71	18.192	25.815	0.025	-0.054	-0.01
Si	17.804	12.999	29.296	-0.053	-0.014	-0.108
Si	14.721	16.826	29.103	0.012	0.065	-0.058
Si	3.313	10.405	29.138	0.026	0.17	0.166
Si	11.705	12.551	28.399	0.04	-0.008	-0.052
Si	6.915	7.34	29.059	-0.101	0.023	-0.041
Si	9.036	9.292	29.257	-0.003	0.051	-0.036
Si	16.035	14.825	27.318	0.095	0.006	0.2
Si	5.417	18.901	29.238	-0.079	-0.022	-0.095
Si	6.555	4.917	30.453	-0.062	0.025	0.101
Si	5.359	16.62	31.112	-0.047	0.019	0.146
Si	15.196	12.42	30.497	-0.033	-0.097	0.068
Si	6.99	9.404	27.259	0.021	-0.072	0.084
Si	13.034	14.574	30.052	0.005	-0.057	0.317
Si	2.362	11.042	23.94	0.003	0.059	-0.128
Si	18.172	4.72	24.641	-0.087	-0.013	-0.066
Si	11.927	15.113	24.783	-0.031	0.071	-0.06
Si	11.085	5.656	31.147	-0.071	0.01	0.102
Si	5.549	11.347	31.122	0.016	-0.114	0.046
Si	6.71	12.105	26.136	-0.047	0.029	-0.06
Si	12.638	5.83	28.566	0.048	-0.143	0.159
Si	14.874	2.44	24.644	0.023	-0.007	-0.21
Si	10.498	8.447	23.899	-0.055	-0.003	-0.17
Si	8.058	3.438	28.41	-0.098	-0.134	-0.088
Si	5.734	2.609	23.775	-0.06	-0.028	-0.032
Si	15.784	9.512	26.173	0.011	-0.002	0.012
Si	10.147	19.127	30.375	0.099	-0.04	0.009
Si	4.521	14.329	26.061	0.029	0.01	0.02
Si	1.4	14.962	5.453	0.003	-0.009	0.008
Si	4.107	1.346	5.427	-0.001	-0.006	0.012
Si	1.381	4.078	5.459	-0.011	-0.014	-0.001
Si	4.109	6.802	5.444	0.009	0.001	0.009
Si	1.352	9.525	5.463	-0.009	0.001	0.011
Si	4.114	12.233	5.389	0.001	-0.021	0.005
Si	6.826	14.945	5.366	0.004	0	-0.009
Si	9.505	1.332	5.421	0.017	0.01	0.004
Si	6.801	4.075	5.433	-0.002	0.002	0.005
Si	9.458	6.819	5.454	-0.006	0.003	0.005
Si	6.784	9.53	5.39	-0.001	0.013	0.009
Si	9.528	12.22	5.385	0.012	-0.008	0.006
Si	12.22	14.93	5.463	0.008	0.004	0.014
Si	14.993	1.336	5.522	0.01	-0.005	0.01
Si	12.207	4.101	5.521	-0.005	0.01	0.016
Si	14.957	6.811	5.447	-0.009	-0.002	-0.001
Si	12.2	9.573	5.443	-0.008	0.015	0.007
Si	14.939	12.234	5.465	-0.006	0.003	0.015
Si	2.752	16.318	6.809	0.01	0.011	-0.003
Si	5.44	2.721	6.795	-0.006	0.012	0.002
Si	2.744	5.441	6.805	0.009	0.001	0.003
Si	5.45	8.177	6.793	-0.002	-0.005	0
Si	2.736	10.896	6.779	-0.002	0.002	0.001
Si	5.466	13.595	6.755	0.004	-0.004	-0.004
Si	8.146	16.302	6.78	-0.001	-0.002	-0.007
Si	10.857	2.689	6.816	0.004	-0.002	0.001
Si	8.137	5.437	6.816	0.005	0.001	-0.004
Si	10.854	8.178	6.789	0.004	0.003	-0.002
Si	8.16	10.874	6.758	0.001	-0.001	0.002
Si	10.856	13.573	6.8	0.002	0.001	-0.005
Si	13.596	16.289	6.823	0.005	-0.009	0.006
Si	16.349	2.726	6.838	-0.002	-0.008	0.003
Si	13.594	5.47	6.83	-0.011	-0.004	0.001
Si	16.318	8.159	6.817	-0.003	0.011	-0.002
Si	13.579	10.889	6.826	-0.009	0.003	-0.003
Si	16.327	13.603	6.794	-0.011	0	-0.001
Si	1.391	1.357	8.177	0.005	0.011	0.005
Si	4.089	4.075	8.168	0.002	-0.009	0.001
Si	1.372	6.799	8.161	-0.009	-0.008	-0.009
Si	4.082	9.531	8.149	0.003	-0.004	-0.006
Si	1.368	12.241	8.15	0.005	0	-0.008
Si	4.108	14.944	8.146	-0.01	0.003	-0.005
Si	6.799	1.353	8.149	-0.003	0.004	-0.011
Si	9.511	4.075	8.165	0.001	0.003	-0.009
Si	6.789	6.806	8.169	-0.004	-0.007	-0.001
Si	9.503	9.53	8.155	0.001	-0.003	-0.01
Si	6.811	12.239	8.131	0.009	-0.001	-0.004
Si	9.503	14.948	8.15	0	-0.008	0.001
Si	12.234	1.341	8.169	-0.012	-0.005	-0.002
Si	14.961	4.088	8.169	-0.002	0	-0.007
Si	12.226	6.831	8.166	0.016	0.011	0
Si	14.95	9.519	8.168	-0.017	-0.005	0
Si	12.227	12.246	8.179	0.015	0.002	0.005
Si	14.97	14.946	8.173	0	0.009	0.002
Si	16.332	16.316	9.519	-0.006	-0.001	-0.002
Si	2.738	2.717	9.536	0.002	0.008	0.003
Si	16.328	5.444	9.523	0.007	0.001	-0.003
Si	2.725	8.169	9.516	0.004	0.002	-0.003
Si	16.322	10.884	9.514	-0.006	-0.003	-0.004
Si	2.728	13.6	9.509	0	-0.003	0
Si	5.447	16.313	9.517	0.006	0.007	0
Si	8.154	2.712	9.52	0.001	0.002	-0.003
Si	5.437	5.442	9.528	-0.011	0.002	-0.002
Si	8.157	8.164	9.521	0.003	-0.004	-0.006
Si	5.446	10.889	9.503	-0.004	0	-0.007
Si	8.153	13.593	9.516	-0.006	0.006	-0.004
Si	10.869	16.303	9.517	0.006	-0.005	-0.003
Si	13.6	2.715	9.515	0.001	-0.003	0.001
Si	10.878	5.444	9.514	0.01	-0.009	-0.004
Si	13.592	8.171	9.534	-0.009	-0.002	0.002
Si	10.868	10.88	9.526	-0.002	-0.003	-0.001
Si	13.601	13.597	9.532	0.001	-0.001	0.001
Si	1.367	14.954	10.879	0.004	0.009	-0.001
Si	4.091	1.348	10.89	-0.003	-0.001	0.003
Si	1.368	4.081	10.88	-0.002	-0.013	0.001
Si	4.077	6.806	10.881	0.001	-0.01	0.001
Si	1.361	9.526	10.877	-0.004	-0.006	-0.004
Si	4.084	12.242	10.871	0.003	-0.005	-0.001
Si	6.8	14.954	10.881	0.002	-0.009	0
Si	9.517	1.35	10.877	0.004	0.004	-0.001
Si	6.799	4.076	10.882	-0.004	0.007	-0.003
Si	9.523	6.805	10.878	-0.003	0	-0.003
Si	6.795	9.528	10.872	-0.001	-0.003	-0.003
Si	9.515	12.244	10.884	-0.001	0.002	-0.001
Si	12.236	14.957	10.883	0	0.009	0.003
Si	14.966	1.356	10.872	0.008	0.004	0
Si	12.243	4.081	10.869	-0.001	0.005	-0.001
Si	14.966	6.806	10.877	-0.006	-0.002	-0.002
Si	12.234	9.531	10.891	0.009	0	0.003
Si	14.964	12.238	10.886	-0.008	0.002	0
Si	2.723	16.307	12.246	-0.007	0	0.005
Si	5.447	2.712	12.247	0.004	-0.001	0.001
Si	2.719	5.446	12.241	-0.004	0.006	0.002
Si	5.438	8.168	12.235	-0.003	0.001	0.001
Si	2.72	10.889	12.234	0.008	0.004	0
Si	5.432	13.602	12.242	-0.003	0.009	0.001
Si	8.163	16.309	12.242	-0.005	0	0
Si	10.886	2.714	12.226	0.002	-0.002	0.001
Si	8.162	5.443	12.232	0.005	-0.007	0
Si	10.88	8.165	12.245	0.005	-0.002	0.006
Si	8.149	10.887	12.236	-0.002	-0.004	-0.002
Si	10.879	13.599	12.246	0.004	-0.005	0.001
Si	13.602	16.318	12.232	-0.011	0.001	-0.002
Si	16.333	2.709	12.23	-0.007	0.014	0
Si	13.613	5.435	12.227	0.009	-0.006	0.006
Si	16.32	8.169	12.24	-0.002	-0.002	0.005
Si	13.599	10.888	12.25	-0.003	-0.006	0.003
Si	16.323	13.601	12.246	0.001	-0.006	-0.002
Si	1.362	1.348	13.601	0.004	-0.002	-0.001
Si	4.08	4.08	13.593	-0.005	-0.001	0.004
Si	1.357	6.806	13.6	-0.007	0.003	0.008
Si	4.075	9.528	13.592	-0.003	-0.008	-0.001
Si	1.368	12.247	13.608	-0.004	-0.007	0.008
Si	4.068	14.944	13.619	0.007	-0.007	0.006
Si	6.799	1.339	13.604	0.004	0.008	0.009
Si	9.526	4.075	13.578	-0.004	0.009	-0.001
Si	6.806	6.809	13.589	-0.002	-0.001	-0.001
Si	9.511	9.535	13.593	-0.004	0.002	0.003
Si	6.792	12.246	13.6	-0.002	-0.003	-0.003
Si	9.524	14.957	13.611	0.008	-0.004	0.006
Si	12.249	1.359	13.592	0.001	0.011	0.006
Si	14.976	4.068	13.582	0.013	-0.017	0
Si	12.264	6.804	13.582	0.002	-0.009	0.005
Si	14.969	9.536	13.606	-0.009	0.001	0
Si	12.239	12.247	13.612	0.002	0.006	0.002
Si	14.951	14.959	13.601	-0.008	0.013	0.005
Si	16.312	16.312	14.961	0	-0.009	-0.003
Si	2.728	2.71	14.953	-0.007	0	0.001
Si	16.326	5.424	14.948	-0.01	-0.007	0
Si	2.709	8.18	14.953	-0.001	0.005	0.002
Si	16.328	10.898	14.974	-0.004	0.01	0.001
Si	2.709	13.593	15.002	-0.004	0.002	-0.005
Si	5.429	16.304	14.971	0.003	-0.001	-0.003
Si	8.178	2.702	14.937	0.002	0.002	0
Si	5.442	5.448	14.939	-0.004	-0.003	-0.002
Si	8.155	8.179	14.953	0	0.004	0
Si	5.422	10.894	14.955	-0.003	-0.001	0.003
Si	8.15	13.601	14.965	-0.004	-0.001	-0.001
Si	10.902	16.316	14.96	0.002	0.008	0.003
Si	13.63	2.705	14.945	0.001	0.01	-0.007
Si	10.905	5.432	14.919	0.006	-0.003	-0.003
Si	13.615	8.168	14.954	0.011	-0.007	0.002
Si	10.859	10.897	14.961	0	-0.009	-0.008
Si	13.597	13.606	14.979	-0.007	-0.004	0.004
O	3.919	7.794	32.075	0.459	-0.068	-0.429
O	17.63	15.988	31.925	-0.111	-0.061	-0.457
O	6.68	15.64	23.039	0.131	0.351	0.039
O	10.123	6.731	31.897	-0.066	0.018	-0.413
O	13.945	3.211	32.832	-0.044	0.107	-0.244
O	9.314	17.553	23.209	-0.562	-0.268	0.338
O	11.658	9.144	23.01	0.14	-0.159	0.372
O	10.835	13.538	22.133	-0.149	0.048	0.203
O	10.943	2.816	22.038	0.116	0.072	0.093
O	5.291	3.982	30.054	-0.57	0.374	0.345
O	12.207	5.107	32.167	0.027	0.373	-0.24
O	18.015	4.755	23.026	0.29	0.391	0.05
O	7.046	6.439	27.702	0.078	-0.646	0.282
O	6.182	8.69	28.5	-0.611	0.47	0.353
O	18.472	11.545	29.031	-0.347	0.075	-0.14
O	3.515	11.9	23.192	0.093	-0.056	0.554
O	16.143	18.197	25.448	-0.308	-0.243	0.422
O	8.167	5.425	22.111	0.067	-0.052	0.295
O	8.239	8.504	32.723	0.012	0.056	-0.198
O	3.915	18.517	28.772	-0.154	-0.006	-0.186
O	13.109	5.821	25.157	0.286	0.285	0.102
O	12.304	15.364	23.224	0.148	0.22	0.1
O	18.086	9.239	32.345	-0.327	-0.022	-0.381
O	4.491	18.238	23.008	-0.106	-0.094	0.326
O	17.468	11.975	24.504	0.255	0.646	0.503
O	14.493	14.394	27.134	-0.455	0.242	0.162
O	4.654	15.563	30.126	0.052	-0.252	0.168
O	9.581	18.441	31.728	-0.172	0.042	-0.285
O	11.22	18.547	24.834	0.224	0.521	-0.294
O	2.837	16.453	22.13	-0.041	-0.096	0.122
O	4.506	14.481	27.682	0.193	-0.076	0.059
O	4.287	17.372	32.065	-0.487	-0.149	-0.209
O	15.635	8.363	29.306	0.354	0.067	0.125
O	8.55	10.604	30.059	-0.278	-0.002	0.265
O	11.187	7.694	25.144	-0.114	0.433	0.241
O	12.023	9.963	31.704	-0.13	0.079	-0.01
O	15.093	10.997	29.724	0.33	0.053	-0.034
O	15.013	12.501	25.621	0.256	0.184	0.366
O	11.762	6.401	27.343	-0.267	0.23	0.2
O	8.84	3.374	24.66	-0.423	0.047	-0.272
O	9.253	15.026	27.413	-0.012	0.405	0.35
O	6.687	3.296	22.688	0.339	0.057	0.261
O	11.858	18.286	27.437	-0.367	-0.041	0.148
O	6.239	10.785	26.948	-0.772	-0.154	0.276
O	2.723	16.224	28.407	-0.336	-0.17	-0.264
O	13.489	10.823	22.159	-0.106	0.101	0.583
O	17.328	4.696	32.048	0.047	-0.184	-0.279
O	8.105	5.912	25.367	0.17	0.203	-0.263
O	5.33	13.579	22.231	-0.056	-0.116	0.444
O	6.591	2.763	28.099	-0.158	-0.144	-0.645
O	11.906	6.324	29.926	0.038	0.408	-0.15
O	10.336	12.601	27.531	0.103	-0.195	-0.248
O	16.759	12.852	30.526	0.221	0.179	0.357
O	4.544	5.898	23.05	-0.343	-0.193	-0.006
O	15.558	16.659	30.466	-0.307	-0.413	0.31
O	18.277	3.18	25.077	0.454	-0.05	-0.357
O	12.704	14.854	31.622	0.319	-0.074	-0.001
O	11.652	18.619	29.998	0.287	-0.327	0.115
O	8.181	14.129	32.945	-0.145	0.151	-0.497
O	9.295	17.291	25.881	-0.298	0.298	0.639
O	17.061	5.654	25.349	-0.515	-0.03	-0.032
O	16.761	6.49	27.806	0.211	-0.146	0.32
O	11.08	16.629	32.742	-0.114	0.003	-0.199
O	7.048	8.39	25.981	0.246	0.204	-0.335
O	10.579	5.127	25.428	0.212	-0.426	-0.339
O	9.428	12.306	31.744	0.433	-0.006	-0.449
O	18.054	9.985	22.902	-0.08	-0.21	0.102
O	8.783	4.046	27.119	0.113	0.236	0.245
O	15.847	6.827	32.434	0.141	0.108	-0.235
O	10.599	9.075	29.562	0.134	-0.724	-0.283
O	6.187	10.067	31.916	0.012	-0.427	-0.391
O	6.179	6.485	30.216	-0.541	0.284	0.474
O	2.867	9.146	30.032	-0.041	-0.232	-0.232
O	4.516	12.139	32.071	-0.039	-0.11	-0.301
O	18.475	7.837	26.248	0.53	-0.506	0.063
O	16.51	11.139	33.08	0.073	0.109	-0.191
O	12.695	4.556	22.939	-0.337	-0.117	0.384
O	17.226	10.025	26.746	0.015	0.421	0.486
O	12.413	16.35	25.696	0.156	-0.167	0.407
O	7.562	11.53	24.896	0.056	-0.013	-0.306
O	9.762	7.324	22.991	0.149	0.018	0.078
O	7.71	15.39	25.341	-0.225	-0.55	0.019
O	5.41	12.996	25.74	0.017	-0.215	-0.262
O	14.929	4.022	24.251	0.29	0.251	0.168
O	9.185	11.708	22.946	0.125	0.006	0.465
O	6.491	17.748	24.599	0.403	0.279	0.482
O	12.733	4.214	28.542	0.021	-0.097	-0.317
O	14.114	6.44	28.362	-0.017	0.13	-0.432
O	7.296	9.848	22.953	0.038	0.033	0.379
O	5.557	6.343	25.475	-0.138	0.321	0.134
O	18.026	6.994	30.962	0.248	-0.33	-0.667
O	17.679	14.906	23.476	-0.422	-0.342	0.268
O	16.476	2.792	22.116	0.156	-0.093	0.133
O	6.04	17.757	30.2	0.671	0.028	-0.088
O	15.899	5.767	30.1	-0.1	-0.411	-0.275
O	19.116	19.367	32.937	0.161	0.066	-0.418
O	17.901	17.912	30.073	-0.039	0.448	0.055
O	14.619	12.409	32.001	-0.371	0.311	-0.278
O	13.813	8.448	32.886	-0.036	-0.11	-0.382
O	16.32	8.129	22.191	0.201	-0.156	0.332
O	17.97	18.356	27.411	-0.142	0.507	-0.031
O	6.803	12.331	30.831	-0.143	0.395	0.269
O	11.792	13.937	29.239	-0.556	0.409	-0.116
O	6.454	15.859	32.001	0.31	-0.173	-0.461
O	5.424	5.899	33.042	0.049	-0.056	-0.512
O	5.528	8.119	22.149	0.116	0.051	0.459
O	8.551	9.598	27.725	0.542	-0.018	-0.375
O	14.123	18.317	28.856	0.237	0.534	-0.016
O	10.221	4.406	30.621	-0.422	0.11	-0.28
O	14.288	13.569	29.826	0.045	0.228	-0.613
O	8.734	13.291	29.429	-0.103	0.514	0.333
O	16.925	13.712	28.119	0.09	-0.252	-0.243
O	14.623	17.849	23.308	-0.19	-0.57	0.209
O	11.707	11.404	29.523	-0.093	0.327	0.399
O	7.127	4.479	31.899	0.605	-0.23	-0.215
O	5.232	3.835	24.698	0.301	-0.065	0.515
O	13.662	18.645	25.671	0.151	0.145	0.121
O	2.99	14.307	25.507	-0.064	-0.489	-0.155
O	15.803	16.29	28.003	0.511	0.488	-0.33
O	10.319	14.989	24.994	-0.29	-0.252	-0.42
O	16.267	18.238	32.248	0.32	0.253	-0.209
O	8.324	7.887	29.66	0.203	-0.417	0.191
O	14.71	9.846	27.336	-0.386	0.338	-0.268
O	13.388	15.947	29.3	-0.47	0.021	-0.395
O	12.701	13.782	25.255	-0.158	-0.455	-0.292
O	4.705	10.967	29.784	0.12	-0.022	-0.167
O	9.117	18.788	29.168	0.047	-0.393	-0.166
O	3.004	10.171	25.138	0.455	0.009	-0.092
O	3.206	5.399	25.158	-0.094	0.424	0.355
O	12.943	12.307	27.383	0.317	-0.336	0.022
O	14.62	6.347	23.069	0.217	-0.046	0.182
O	16.757	14.977	25.893	-0.35	0.103	-0.082
O	15.865	7.931	25.859	-0.375	-0.155	-0.5
O	2.739	13.94	29.641	0.073	-0.202	0.436
O	18.413	16.845	25.235	0.252	0.04	-0.236
O	15.365	12.363	23.044	0.331	0.436	0.172
O	2.859	14.04	32.832	0.143	0.053	-0.213
O	13.184	9.237	29.421	-0.086	-0.587	-0.091
O	7.716	12.959	27.049	-0.061	0.343	-0.021
O	3.432	9.802	27.64	0.598	0.059	-0.117
O	15.501	10.217	24.743	-0.275	-0.332	-0.418
O	7.774	4.634	29.449	0.585	0.33	0.241
O	5.167	15.602	25.302	-0.445	0.487	0.04
O	9.445	9.569	24.417	0.057	0.119	0.627

Results
total energy: -101654.978 eV
total energy less fixed offsets of O -438.35, Si -107.03 eV per atom: -1.778 eV
